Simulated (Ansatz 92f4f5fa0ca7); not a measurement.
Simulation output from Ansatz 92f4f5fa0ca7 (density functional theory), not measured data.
Periodic cell of 226 atoms, Si132O92P2, from a study of silicon, its oxide and their interface. The atomic structure is a simulated model.
Doubt: the cutoff is far below the 930 eV that the study's wrapper takes by default for these files, so forces and energies are approximate.
This geometry differs little from another in the collection (a relaxation step or a small displacement).

Settings: functional PBE; potential files Ansatz PAW; basis plane waves; wave-function cutoff 580 eV; density cutoff ratio 5; exchange-correlation grid ratio 1; k mesh 1 x 1 x 1, Gamma-centred; self-consistency stop 5e-08 eV per atom in the density residual; occupations fixed; spin none; net charge 0.

Cell vectors (angstrom)
a	10.938	0	0
b	0	10.938	0
c	0	0	31.9494

Atoms: element, x, y, z (angstrom)
Si	10.6372	0.0062	24.4244
Si	5.0887	0.1311	24.6687
Si	2.8355	2.2983	24.5384
Si	8.5806	2.4399	24.573
Si	10.7197	5.5922	24.3371
Si	5.1684	5.6175	24.4536
Si	3.0019	7.9587	24.4161
Si	8.4295	7.834	24.4225
Si	1.3032	1.1365	25.8442
Si	6.8246	1.3324	25.7487
Si	3.9968	4.0155	25.7382
Si	9.6976	4.0296	25.8552
Si	1.3477	6.7969	25.6727
Si	6.8145	6.7248	25.7542
Si	4.0139	9.4736	25.9612
Si	9.4908	9.4456	25.805
Si	2.6438	-0.1307	27.293
Si	8.147	-0.0659	27.1522
Si	0.0839	2.6589	27.2119
Si	5.458	2.723	27.12
Si	2.6739	5.4189	27.1141
Si	8.1969	5.3694	27.1397
Si	0.0139	8.1503	27.1315
Si	5.5197	8.1432	27.1834
Si	4.0898	1.3312	28.5051
Si	9.5473	1.3278	28.5073
Si	1.3912	4.0692	28.567
Si	6.8146	4.0617	28.5323
Si	4.088	6.7824	28.4911
Si	9.5594	6.7828	28.488
Si	1.2956	9.478	28.6212
Si	6.8298	9.5346	28.5681
Si	-0.0247	-0.0061	29.9153
Si	5.4648	-0.0065	29.8992
Si	2.7641	2.7148	29.9067
Si	8.2021	2.7172	29.8899
Si	-0.0009	5.455	29.8927
Si	5.4642	5.4561	29.8906
Si	2.7526	8.1636	29.9066
Si	8.2279	8.1775	29.8928
Si	1.3673	1.3673	31.2657
Si	6.8362	1.3673	31.2657
Si	4.1018	4.1018	31.2657
Si	9.5708	4.1018	31.2657
Si	1.3673	6.8362	31.2657
Si	6.8362	6.8362	31.2657
Si	4.1018	9.5708	31.2657
Si	9.5708	9.5708	31.2657
Si	2.7345	0	0.6835
Si	8.2035	0	0.6835
Si	0	2.7345	0.6835
Si	5.469	2.7345	0.6835
Si	2.7345	5.469	0.6835
Si	8.2035	5.469	0.6835
Si	0	8.2035	0.6835
Si	5.469	8.2035	0.6835
Si	4.0982	1.3841	2.0811
Si	9.5904	1.3491	2.0487
Si	1.3611	4.1042	2.0464
Si	6.8231	4.1335	2.0489
Si	4.0772	6.8564	2.0462
Si	9.5621	6.8407	2.0442
Si	1.3581	9.6089	2.0504
Si	6.7852	9.6351	2.0391
Si	0.0252	0.0248	3.4773
Si	5.4613	0.0471	3.4967
Si	2.7041	2.7512	3.4366
Si	8.2349	2.7611	3.3485
Si	-0.0046	5.4664	3.4155
Si	5.4519	5.5241	3.4189
Si	2.7217	8.2568	3.4032
Si	8.1798	8.2733	3.3229
Si	1.3717	1.4203	4.894
Si	6.9341	1.4605	4.7764
Si	4.0436	4.1766	4.7658
Si	9.5709	4.0769	4.7728
Si	1.292	6.9321	4.7337
Si	6.8084	7.0005	4.7095
Si	4.0436	9.6027	4.8407
Si	9.5668	9.5209	4.7456
Si	2.6896	-0.0039	6.2632
Si	8.3953	0.1069	6.1373
Si	0.0416	2.8519	6.299
Si	5.4942	2.8465	6.0832
Si	2.754	5.6849	6.1202
Si	8.1849	5.5798	5.9365
P	-0.0612	8.2094	6.0748
Si	5.5312	8.3662	6.2119
Si	4.3913	1.1978	7.3344
Si	9.9158	1.2214	7.6732
Si	1.2092	4.5798	7.4785
Si	6.5724	4.5874	7.2828
Si	4.3085	6.8379	7.5322
Si	9.7206	6.6458	7.3372
P	1.3289	9.9646	8.0821
Si	6.7504	10.0283	7.4387
O	9.5948	1.2436	23.9865
O	4.1152	6.8065	23.9488
O	4.0241	1.2445	24.0345
O	9.5486	6.7055	23.8984
O	0.0013	5.6639	7.9059
O	5.5822	0.1793	7.9078
O	0.2744	0.3329	8.3358
O	5.4687	5.6845	7.8969
O	7.5656	4.0594	8.4772
O	8.8331	7.2347	8.6064
O	2.4916	9.9738	9.3285
O	8.9006	1.7621	8.8936
O	7.6082	9.569	8.7789
O	3.6251	1.9223	8.5882
O	3.5366	7.4888	8.8769
O	2.0701	4.1021	8.8189
O	8.1522	3.4953	23.3711
O	0.4635	4.9381	22.9541
O	1.9181	2.75	23.2499
O	5.8411	4.9114	23.1191
O	5.5409	9.9989	23.5064
O	2.4655	8.7057	23.0359
O	0.2034	10.0725	23.0915
O	7.7999	8.5763	23.0796
Si	8.699	7.7013	18.4635
Si	8.8504	6.3927	13.6467
Si	3.8517	1.5533	14.7244
Si	2.1835	5.7545	17.6429
Si	2.4469	3.1474	19.5012
Si	9.881	9.0612	12.0803
Si	1.3518	9.4298	22.0895
Si	9.2436	0.9943	13.2084
Si	1.4667	5.0879	13.0254
Si	1.8681	8.2954	12.825
Si	6.6688	9.5603	22.4339
Si	4.5755	4.6137	15.7174
Si	8.2144	3.0868	9.5872
Si	0.8816	8.2477	19.2777
Si	6.9801	1.3538	21.0974
Si	8.3127	8.3869	9.6497
Si	10.9329	5.2348	15.6182
Si	7.6282	9.5264	16.3521
Si	9.9582	2.0654	20.2979
Si	3.3577	8.713	9.9894
Si	6.734	3.353	17.4187
Si	1.1944	0.2151	19.81
Si	3.2595	2.8363	12.3018
Si	7.2498	5.396	19.6957
Si	5.9128	8.6678	11.5765
Si	5.8578	6.0849	13.2301
Si	4.6838	9.7187	17.6391
Si	1.041	3.604	22.1795
Si	4.9307	1.4932	18.8096
Si	3.2009	3.1626	9.5252
Si	6.5374	10.845	13.8125
Si	10.408	0.1441	15.9879
Si	5.6836	3.6841	11.1682
Si	9.8901	3.9304	11.9088
Si	2.3999	9.9468	15.5654
Si	6.1113	8.1233	19.8127
Si	6.9517	3.9768	22.3826
Si	9.7939	2.8025	17.3711
O	7.2651	6.3908	14.0067
O	1.9277	7.0618	18.6969
O	10.3161	4.0667	16.528
O	6.2208	9.9847	17.0831
O	10.2159	0.7242	14.4801
O	8.4786	6.1175	18.8689
O	5.2282	0.6985	14.4119
O	5.7498	2.0645	17.5282
O	8.3748	1.9457	20.5532
O	2.0283	4.3026	18.41
O	6.9805	2.8252	10.6444
O	4.894	2.718	12.2162
O	6.0761	4.4039	16.358
O	4.5726	3.9882	9.9714
O	10.7132	2.7742	21.5606
O	9.7848	6.2142	14.9853
O	6.0386	6.4876	19.8477
O	4.1165	0.178	18.2937
O	9.3247	10.583	12.2841
O	2.8967	4.3778	12.7335
O	1.9303	10.7138	21.2232
O	4.0261	2.7288	19.3958
O	0.7891	10.0721	15.9858
O	1.3116	9.8057	18.8486
O	1.745	1.6684	19.2805
O	9.0037	10.4137	16.5269
O	4.9179	8.585	18.7956
O	9.6575	8.8001	10.4796
O	6.7823	4.0863	18.8694
O	2.8805	1.7284	13.4071
O	5.8471	8.7764	21.2718
O	2.5493	2.5093	10.8775
O	7.6429	4.855	21.1856
O	5.3231	7.5	12.5772
O	0.5007	9.0924	12.4911
O	7.6578	1.0935	13.6106
O	7.1767	9.6644	14.7816
O	9.0422	5.0574	12.7234
O	8.1409	8.0586	16.9378
O	6.2371	2.5774	21.9021
O	2.5091	9.0906	14.1351
O	0.4736	4.5224	11.8564
O	0.8466	8.3199	20.9479
O	9.4013	3.8828	10.3601
O	9.7207	2.4123	12.5311
O	7.6613	8.5606	19.4209
O	2.6873	8.2671	11.4113
O	4.0357	3.0732	15.3649
O	0.8675	4.5299	14.4361
O	10.082	3.0177	18.9658
O	9.2054	7.8337	12.9444
O	10.5395	0.5452	20.0693
O	6.0863	5.0481	11.969
O	8.1931	2.7514	17.0221
O	3.5804	5.4827	16.7426
O	4.8633	9.1611	10.42
O	1.5981	6.7089	13.1526
O	4.8152	5.5194	14.3645
O	2.0699	3.8594	20.9285
O	10.6046	1.4457	16.9552
O	0.9986	6.0862	16.5685
O	7.3602	10.955	21.9438
O	5.9647	0.9148	19.9206
O	6.2309	10.0315	12.4254
O	2.9168	0.5644	15.6115
O	7.1921	7.9824	10.7861
O	10.2856	8.0107	18.7074
O	3.4994	9.2111	16.5905

Results
free energy: -137746.665 eV
free energy less fixed offsets of O -568.88, P -755.39, Si -635.61 eV per atom: 1.595 eV

Forces (eV/angstrom), in the order of the atoms: element, x, y, z
Si	0.0043	0.0033	-0.0039
Si	0.0016	-0.0006	-0.0014
Si	-0.0005	0.001	-0.0043
Si	0.0017	0.0021	-0.0008
Si	-0.0001	-0.0038	-0.0015
Si	0.0033	0.0028	-0.0038
Si	0.0021	0.0033	0.0005
Si	-0.0014	-0.0009	-0.0039
Si	0.0011	-0.0007	0.0042
Si	0.0039	0.0005	0.0005
Si	0.0002	0.002	0.0026
Si	0.0021	0.0011	0.0022
Si	0.0043	0.0016	0.0006
Si	0.0019	-0.0004	0.0047
Si	0.0014	-0.0024	0.0015
Si	0.0042	0.0014	0.0021
Si	-0.0028	-0.0001	0.0006
Si	-0.0063	-0.0037	0.0008
Si	0.0025	0.0022	-0.0006
Si	0.0032	0.0018	0.0006
Si	-0.0019	-0.005	-0.0009
Si	-0.0011	0.0001	-0.0033
Si	-0.0031	-0.0013	0.0004
Si	0.0013	0.0005	-0.0013
Si	-0.0028	-0.0011	0.0011
Si	0.0021	0.0028	0.0007
Si	-0.0009	0.0002	-0.0004
Si	-0.0012	-0.0003	-0.0019
Si	0.0007	0.0032	-0.0001
Si	0.0014	0.0032	-0.0006
Si	0.0019	0.0019	-0.0004
Si	0.0007	0.0017	-0.0011
Si	-0.0007	-0.0038	0.003
Si	-0.0002	0.0013	-0.0001
Si	0.0052	-0.0011	0.0008
Si	0	-0.002	0.0008
Si	-0.0017	-0.0021	0.0001
Si	0.0004	-0.0031	0.0018
Si	-0.0017	-0.0019	0.002
Si	0.0009	-0.0035	-0.0006
Si	0.0601	0.0153	-0.073
Si	0.0716	-0.0187	-0.0188
Si	0.1039	-0.0678	0.076
Si	-0.0855	-0.1216	-0.0726
Si	0.0322	-0.1781	0.0309
Si	0.0501	-0.054	-0.108
Si	-0.0335	-0.0991	-0.0429
Si	-0.1584	-0.149	0.139
Si	0.0623	0.1282	0.0585
Si	-0.0968	0.0636	-0.0586
Si	0.02	-0.0513	-0.0509
Si	-0.0393	0.1007	0.142
Si	-0.0923	-0.0402	-0.0205
Si	-0.0758	0.0444	-0.0975
Si	0.0409	0.1216	0.0833
Si	-0.1113	0.1586	-0.0104
Si	-0.0018	0.0008	0.0001
Si	0.0099	-0.0042	-0.0003
Si	-0.0035	0.0065	0.003
Si	-0.0014	0.0014	-0.0029
Si	-0.0026	0.0041	-0.0034
Si	-0.0044	-0.0017	0.0021
Si	0.0013	-0.0002	-0.0032
Si	-0.0002	-0.0034	0.0011
Si	-0.0091	0.0089	0.0004
Si	0.0018	-0.0086	-0.0121
Si	-0.0041	-0.0047	0.0017
Si	-0.0061	-0.0045	-0.0012
Si	0.0121	-0.0024	0.0024
Si	-0.0003	-0.0011	0.0011
Si	0.0082	-0.0017	-0.0076
Si	0.0092	0.0209	0.0043
Si	0.0139	-0.0054	0.0068
Si	0.0156	0.0001	0.0064
Si	0.0008	-0.0004	0.0042
Si	0.0107	-0.0068	0.0123
Si	-0.0289	0.012	0.0182
Si	-0.0003	0.0017	-0.0023
Si	-0.01	0.0057	0.0018
Si	0.0015	-0.0366	-0.0014
Si	0.0011	0.0194	-0.0106
Si	-0.0061	0.0098	-0.0002
Si	-0.0116	0.0061	0.0065
Si	0.0031	0.007	0.0016
Si	-0.0024	-0.0039	0.0003
Si	-0.0021	-0.005	0.0086
P	-0.0068	-0.0038	-0.0314
Si	0.0081	-0.0063	-0.0039
Si	-0.0144	-0.0051	-0.0081
Si	0.004	-0.0003	-0.0462
Si	-0.0015	0.003	-0.0201
Si	0.0114	0.0021	-0.0104
Si	0.0069	-0.0053	0.0118
Si	0.0089	0.0147	-0.0463
P	-0.0066	-0.0078	0.0285
Si	0.0031	0.0009	0.0162
O	-0.002	-0.0007	0.0012
O	-0.0006	-0.0008	0.0015
O	0.0009	0.0013	0.0016
O	0.0015	0.0009	0.0014
O	0.0128	-0.0213	0.0255
O	0.0218	-0.0118	-0.0074
O	-0.004	0.0126	0.011
O	-0.0114	0.0065	-0.0054
O	0	0.0067	0.0007
O	-0.0037	0.0001	0.0102
O	0.0195	0.0184	0.0004
O	0.0127	-0.0138	0.0068
O	-0.0078	0.0095	-0.0047
O	-0.0002	0.0001	0.0032
O	-0.0071	0.005	-0.0047
O	-0.0014	0.0012	0.0042
O	0.0005	0.0012	-0.001
O	0.0006	0.0016	0.0007
O	0.001	0.0018	-0.0009
O	0.0004	0.0008	0.0013
O	0.0012	0.0004	0.0002
O	0.001	0.0002	-0.0004
O	-0.0005	-0.0001	0.0008
O	0.0014	0.0006	0.001
Si	0.0017	0.0013	0.0005
Si	0.0026	0.0026	-0.0014
Si	0.0037	-0.0003	0.001
Si	0.0029	0.0012	0.0009
Si	0.0022	0.0014	0.0001
Si	0.0066	0	-0.0067
Si	0.0011	0.0006	-0.0009
Si	0.0012	-0.0009	0.0019
Si	0.0024	0.003	-0.0001
Si	0.0035	0.0028	-0.0034
Si	-0.0003	0.0003	-0.0009
Si	0.0021	0.0013	0.0006
Si	-0.0003	0.0051	0.0021
Si	0.0024	0.0006	-0.0001
Si	0.0018	0.0007	-0.0004
Si	0.0023	-0.0041	0.003
Si	0.0031	0.0014	0.0022
Si	0.002	0.0015	0
Si	0.0017	0.0011	-0.0005
Si	-0.0086	-0.0135	0.0026
Si	0.0019	0.0009	0.0001
Si	0.0025	0.0002	0.0001
Si	0.0016	0.0005	0.0019
Si	0.0018	0.0012	-0.0001
Si	0.0023	0.005	-0.0001
Si	0.0011	0.0027	-0.0003
Si	0.0018	0.0009	-0.0001
Si	0.002	0	0.0006
Si	0.0014	0.0015	0.0004
Si	0.0074	0.0024	0.0077
Si	0.0007	-0.0004	-0.0021
Si	0.0025	0.0009	0
Si	0.0007	0.0043	0.0007
Si	0.0011	0.0033	0.0023
Si	0.0021	0.0005	-0.0007
Si	0.0019	0.0006	-0.0002
Si	0.0018	0.0008	-0.0009
Si	0.0014	0.0005	-0.0003
O	0.0018	0.0014	0.0003
O	0.002	0.0009	0.0003
O	0.0015	0.0018	0.0007
O	0.0019	0.0006	0.0002
O	0.0011	0.0024	-0.0013
O	0.0025	0.0015	0.0005
O	0.0011	0.0024	0.0014
O	0.0023	0.0015	0.001
O	0.0017	0	0.0006
O	0.0022	0.0009	0.0005
O	0.0023	-0.0044	0.0057
O	-0.0002	0.001	-0.0003
O	0.0016	0.0013	0.0002
O	-0.0004	-0.0008	-0.0001
O	0.0005	0.0004	0
O	0.0017	0.001	0.0003
O	0.002	0.0018	0.0001
O	0.002	0.0013	0.0002
O	0.0017	0.0037	0.0003
O	0.0016	-0.0005	0.0001
O	0.0017	0.0013	0.0006
O	0.0021	0.0007	0.0002
O	0.002	0.001	0.001
O	0.0016	0.0017	0.0008
O	0.0013	0.0006	0.0005
O	0.0017	0.0011	0.0006
O	0.0021	0.0018	0.0002
O	-0.0015	0.0032	0.0049
O	0.0015	0.0009	0.0002
O	0.0017	0.0033	-0.0021
O	0.0026	0.0011	0.0004
O	0.0017	0.0001	0.0009
O	0.0014	0.0012	0.0008
O	0.0017	0.0026	0.0007
O	0.0002	0.001	0.0029
O	0.0028	0.0019	0.0006
O	0.0026	0.0014	0.0018
O	0.0028	-0.001	-0.0002
O	0.0021	0.0014	0.0003
O	0.0015	0.0008	0.0002
O	0.0014	0.0014	0.0015
O	0.001	0.0008	-0.0003
O	0.0016	0.001	0.0001
O	0.0043	0.0027	0.0031
O	0.0021	0.0026	-0.0012
O	0.0013	0.0006	0.0004
O	0.0067	0.0007	0.0008
O	0.0013	0.0011	0.0011
O	0.0013	0.002	-0.001
O	0.0009	0.0008	-0.0005
O	0.0009	0.0013	0.0012
O	0.0021	0.001	0.0002
O	0.0026	-0.0011	0
O	0.0029	0.0015	0.0009
O	0.0026	0.001	0.0004
O	0.0092	0.0046	0.0068
O	0.0004	-0.001	0.0019
O	0.0027	0.0014	0.0008
O	0.0011	0.0006	0.0012
O	0.0015	0.0026	0.0005
O	-0.0004	0.0001	-0.0014
O	0.001	0.0015	0.0002
O	0.002	0.0011	0.0002
O	0	0.0001	-0.0018
O	0.0025	0.0011	0.0009
O	-0.0004	-0.0005	0.0035
O	0.0009	0.001	-0.0001
O	0.0008	0.0017	0.0003

The program warned: the cutoff lies below the one the program advises for these potential files; the forces do not sum to zero within the program's tolerance; the exchange-correlation potential is rough where the density is thin.
